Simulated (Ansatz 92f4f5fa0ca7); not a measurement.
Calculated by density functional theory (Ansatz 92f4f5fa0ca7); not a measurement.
Periodic cell of 192 atoms, Si128O64, from a study of silicon, its oxide and their interface. The atomic structure is a simulated model.

Settings
functional: r2SCAN
potential files: Ansatz PAW
basis: plane waves
wave-function cutoff: 800 eV
density cutoff ratio: 5
exchange-correlation grid ratio: 1
k mesh: 1 x 1 x 1, shifted by 0.5 0.5 0 of a step
self-consistency stop: 1e-10 eV per atom in the density residual
occupations: fixed
spin: none
net charge: 0

Cell vectors (angstrom)
a  10.888  0  0
b  0  10.888  0
c  0  0  28.6107

Atoms and the computed forces on them: element, x, y, z (angstrom), force x, y, z (eV/angstrom)
Si  0.145  -0.2215  0.487  0.0536  -0.0283  0.127
Si  2.413  2.8005  0.0998  0.0215  0.0857  0.1333
Si  0.1492  5.033  -0.1805  0.0087  0.0303  0.1479
Si  2.2344  8.463  0.1522  -0.026  0.0047  0.1015
Si  5.6  -0.1041  -0.0236  0.0403  -0.0183  0.1712
Si  7.8137  3.1167  -0.0471  -0.0052  0.0076  0.1622
Si  5.6628  5.4173  -0.0625  0.0198  -0.0161  0.1661
Si  8.0009  8.6759  0.0458  -0.0834  -0.037  0.1578
Si  1.3726  1.375  1.6047  0.0125  0.0077  0.0381
Si  4.0544  4.1364  1.2033  0.0037  0.0001  -0.0197
Si  1.1424  6.7496  1.281  0.0299  0.0097  0.0364
Si  3.9976  9.5901  1.2763  0.0012  -0.0228  0.0258
Si  6.7534  1.4578  1.2954  -0.0222  0.0005  0.0026
Si  9.4557  4.1103  1.3071  -0.0162  -0.0014  0.0062
Si  6.8828  6.914  1.256  -0.0128  -0.0209  0.0019
Si  9.4589  9.5021  1.6756  0.0168  0.02  0.0592
Si  -0.1014  2.7611  2.7633  0.0212  -0.0122  0.0407
Si  2.7772  -0.0011  2.8246  -0.0425  -0.0009  0.025
Si  -0.0941  8.0192  2.8438  -0.0033  0.0584  0.0457
Si  2.6673  5.4763  2.6059  -0.0134  0.0248  0.029
Si  5.37  2.7769  2.6625  0.0164  -0.015  0.0122
Si  8.092  0.1346  2.7808  0.0438  -0.044  0.0542
Si  5.4059  8.2084  2.6175  0.0097  0.0101  0.0326
Si  8.1754  5.5267  2.6869  -0.0204  -0.0157  0.0505
Si  1.3381  4.1218  4.0461  -0.0242  -0.0002  -0.0389
Si  4.109  1.4004  4.1257  -0.015  0.0079  -0.0066
Si  1.3476  9.4736  4.0778  -0.0299  -0.0013  -0.02
Si  4.0519  6.8242  3.997  0.0161  -0.0194  -0.0211
Si  6.7794  4.1215  4.0068  0.0208  -0.0006  -0.0234
Si  9.4805  1.4107  4.1529  -0.0185  -0.0032  0.0166
Si  6.7344  9.5722  4.0529  0.0364  0.0096  -0.0317
Si  9.4661  6.7471  4.2154  0.0065  0.0194  0.005
Si  -0.0121  -0.0134  5.4241  -0.0079  -0.0004  0.018
Si  2.6981  2.7512  5.4249  -0.0018  -0.0183  0.0055
Si  0.008  5.4194  5.4982  -0.0238  0.0082  0.0113
Si  2.7238  8.1501  5.4403  -0.0055  0.0077  -0.01
Si  5.4407  0.0218  5.4813  -0.0026  0.0239  0.0011
Si  8.1177  2.7778  5.4576  0.0165  -0.0033  0.0109
Si  5.4166  5.4633  5.3817  -0.0152  0.0139  0.0062
Si  8.1071  8.2036  5.4436  0.0118  -0.0105  0.0167
Si  1.3616  1.3532  6.7772  0.0051  -0.0039  0.0158
Si  4.0834  4.0969  6.7833  -0.0014  -0.002  0.0047
Si  1.3733  6.8002  6.8273  -0.0064  -0.0285  0.0094
Si  4.0737  9.5247  6.8039  0.0042  0.0067  0.0143
Si  6.8109  1.3766  6.8311  0.0063  0.0011  0.0119
Si  9.5204  4.071  6.8348  0.0158  -0.003  0.0072
Si  6.771  6.8072  6.7815  -0.0021  0.0173  0.0072
Si  9.5189  9.527  6.8026  -0.0028  0.0068  0.0224
Si  0.0104  2.6946  8.1589  -0.0253  -0.0026  0.0118
Si  2.7256  0.0054  8.1564  -0.0123  -0.0091  0.0056
Si  0.0015  8.1648  8.1728  0.0132  0.0103  0.0028
Si  2.7413  5.4371  8.1785  -0.0029  0.0073  -0.0094
Si  5.4414  2.7368  8.1726  0.0005  -0.0014  -0.0067
Si  8.1857  0.0061  8.1782  0.0017  0.0121  0.0068
Si  5.4334  8.1554  8.1581  0.0071  -0.0037  -0.0031
Si  8.1604  5.4611  8.1532  0.0093  -0.0024  0.0007
Si  1.3814  4.051  9.515  0.009  -0.0014  -0.0103
Si  4.0986  1.3496  9.5288  0.0186  0.0016  -0.0169
Si  1.3877  9.5216  9.5239  -0.0132  -0.0023  -0.0035
Si  4.1038  6.7953  9.5422  -0.0065  -0.0078  -0.0091
Si  6.8268  4.0913  9.5273  0.0052  -0.0081  -0.0182
Si  9.5685  1.3455  9.5416  0.0135  -0.0164  -0.0088
Si  6.8211  9.4957  9.5037  0.0038  0.0053  -0.0048
Si  9.5314  6.7903  9.5317  -0.0058  -0.0014  -0.0229
Si  0.0389  -0.0253  10.9023  -0.0121  0.0075  -0.0115
Si  2.7403  2.702  10.8972  -0.0051  0.0038  -0.0101
Si  0.029  5.4182  10.8697  0.0008  -0.0015  -0.0199
Si  2.755  8.1647  10.8971  0.0005  -0.0128  -0.025
Si  5.479  -0.0345  10.8652  0.0149  0.0041  -0.0296
Si  8.2153  2.7312  10.8744  -0.0041  0.0028  -0.0119
Si  5.4774  5.4438  10.9056  -0.004  0.0052  -0.0247
Si  8.1668  8.1434  10.8953  0.0117  0.0031  -0.0202
Si  1.4103  1.3196  12.2731  -0.0055  -0.0203  0.0181
Si  4.1203  4.0665  12.2369  0.0214  -0.0092  0.0197
Si  1.3864  6.7841  12.2202  0.0019  0.0154  0.0192
Si  4.149  9.4987  12.2672  -0.0143  0.008  0.0197
Si  6.8875  1.3082  12.1803  0.0094  0.0248  0.0053
Si  9.5818  4.0723  12.2662  0.0008  -0.0152  0.0084
Si  6.8235  6.7954  12.3013  0.0035  -0.0061  0.0149
Si  9.5551  9.4864  12.2301  -0.0153  -0.0192  0.0159
Si  0.0463  2.6772  13.6241  0.008  0.0108  -0.0245
Si  2.7913  -0.049  13.6316  -0.0128  0.0172  -0.0128
Si  0.0056  8.1131  13.5872  0.0104  0.0055  -0.0579
Si  2.7719  5.4652  13.583  -0.025  -0.0212  -0.0333
Si  5.5187  2.6395  13.4996  -0.0079  0.0189  -0.0653
Si  8.2449  -0.0189  13.5922  0.0136  -0.0294  -0.0564
Si  5.4913  8.1722  13.7007  0.0283  -0.0098  -0.0124
Si  8.2244  5.4391  13.6323  -0.0123  -0.0116  -0.0255
Si  1.4395  4.0405  14.9145  -0.0124  0.01  -0.0125
Si  4.2134  1.301  14.9299  -0.0217  0.0167  0.0031
Si  1.3933  9.4609  14.9297  -0.0081  0.0068  0.0106
Si  4.0887  6.8223  15.0393  0.0109  -0.0115  0.0067
Si  6.9071  3.947  14.8565  -0.0238  0.0212  -0.0235
Si  9.6432  1.2737  15.0086  -0.0248  0.0237  0.0044
Si  6.9145  9.5495  15.0221  0.0249  0.0103  0.0183
Si  9.5573  6.7886  15.0422  0.0249  -0.0042  0.0017
Si  -0.0073  -0.2531  16.3778  -0.05  0.0277  -0.1933
Si  3.0964  2.9266  16.152  0.0029  0.0148  -0.1719
Si  0.2444  5.5329  16.2544  0.0017  0.0411  -0.1704
Si  2.3583  7.8761  16.3434  0.0125  -0.0707  -0.1839
Si  5.7667  0.2306  16.3581  0.0299  -0.0008  -0.1945
Si  8.0273  2.3991  16.2609  0.0283  -0.026  -0.1524
Si  5.3228  5.1095  16.0613  -0.0437  -0.0306  -0.173
Si  8.5571  8.4993  16.3555  0.0182  -0.0043  -0.1733
Si  1.5692  17.6901  21.6451  0.0492  0.0199  -0.0087
Si  31.1269  -20.5776  26.8685  0.0183  0.0347  0.1165
Si  -5.4305  16.9008  18.7638  0.0297  0.0115  -0.0921
Si  3.6446  1.342  20.8517  0.0034  -0.0145  -0.0628
Si  -5.6489  21.0328  19.3169  -0.0252  0.0125  -0.134
Si  -2.6687  29.0876  24.1093  0.0176  -0.0112  0.0727
Si  -1.5946  7.0566  21.4264  -0.0189  -0.0446  -0.02
Si  -25.1874  -2.7505  19.2926  -0.0085  -0.0143  -0.1587
Si  -28.8108  -17.5479  25.2379  -0.0081  0.0118  0.0653
Si  -9.3717  -28.2486  23.3804  -0.0376  0.0184  0.0099
Si  14.0816  7.9362  19.1215  -0.0198  0.0188  -0.0969
Si  -22.6624  -7.304  18.4308  -0.0058  -0.0183  -0.177
Si  3.4298  29.7854  23.6466  -0.0094  0.04  0.0506
Si  -5.4627  3.9163  20.8461  0.0138  0.0177  -0.0467
Si  8.7729  20.3706  25.8936  0.0287  0.0066  0.1202
Si  36.6942  1.5412  26.4034  -0.0035  -0.0413  0.1165
Si  10.7687  32.9722  24.6168  0.0132  0.0277  0.0941
Si  23.29  -9.3549  18.4852  -0.0262  0.0114  -0.1339
Si  -0.6584  -16.6129  25.3013  0.0063  -0.02  0.1296
Si  -7.2347  -4.2094  26.5555  0.0056  0.0194  0.1401
Si  -0.9472  -29.8433  23.4284  0.0221  0.0548  0.0281
Si  -13.366  -50.3474  21.0703  0.0036  -0.021  -0.0555
Si  27.2623  -26.7098  23.2849  -0.0131  -0.0163  0.0045
Si  13.8145  32.8091  23.7371  0.0221  -0.0006  0.0658
O  -3.0254  18.8965  -10.8749  -0.0353  -0.0285  0.1311
O  -11.2862  37.9454  -1.7085  -0.0263  0.0071  -0.1017
O  -8.0758  12.7607  -1.1898  0.0002  -0.0411  -0.076
O  -6.2826  -18.7807  -2.651  0.0234  0.0376  -0.0336
O  -15.0474  -1.2472  -0.3656  -0.0117  -0.0103  -0.0852
O  10.686  1.2802  -2.6751  0.0067  -0.0125  -0.0665
O  -5.9787  22.3002  -8.3662  0.0209  0.0253  0.038
O  -8.8829  7.7306  -5.7013  -0.029  -0.0063  -0.0033
O  9.1893  6.3455  -3.6475  -0.0078  0.0185  -0.0026
O  24.251  8.5898  -10.7879  0.0139  0.0158  0.0788
O  6.1588  -5.2483  -11.2466  0.0235  0.0183  0.1074
O  36.2263  -20.9303  -3.5707  -0.0042  -0.0161  -0.0631
O  0.7127  -16.4064  -4.1751  0.016  0.0036  -0.0198
O  8.9797  7.8429  -5.8163  0.0075  0.0208  -0.0359
O  -12.9255  3.2017  -6.2839  -0.0184  -0.0158  0.008
O  4.9854  -27.965  -9.0856  -0.0379  -0.0254  0.0467
O  14.9932  -4.0818  18.4311  0.0079  -0.0258  0.0182
O  9.661  -7.1729  24.7787  -0.0164  -0.0338  -0.0146
O  -14.854  -26.1657  23.6853  -0.0058  -0.0042  -0.0278
O  8.7987  18.8549  20.1886  0.0413  0.0209  0.059
O  -16.6868  11.4873  27.19  -0.0225  0.0497  -0.1107
O  -10.8959  6.8318  21.3455  -0.0175  -0.0007  0.0004
O  -1.0076  -20.5726  23.581  -0.0258  -0.0187  -0.0349
O  -1.1664  9.5621  16.8372  -0.0014  -0.019  0.0697
O  19.3555  -16.1156  21.4763  -0.0023  0.024  0.0164
O  -17.494  -18.9649  21.0536  -0.0173  -0.0005  0.0294
O  5.1146  -0.3778  17.7334  -0.0381  -0.0273  0.1308
O  21.0461  20.6336  25.0547  0.006  -0.0235  -0.0331
O  -10.0745  -10.611  17.7053  0.0611  0.0122  0.1026
O  -4.1649  -1.3431  19.5819  0.0223  0.0121  0.0722
O  22.9377  -1.2524  28.2851  0.0123  -0.01  -0.0444
O  4.1915  4.0508  16.6034  0.0089  0.0232  0.0724
O  1.9754  5.2851  22.0888  0.0255  -0.0089  -0.0149
O  -7.8294  -16.5948  26.302  -0.012  -0.0323  -0.0347
O  22.0768  13.4397  18.7491  0.0081  -0.0053  0.07
O  21.4521  -6.0186  17.6297  -0.0357  -0.0228  0.1096
O  -5.8138  6.3636  27.3189  -0.032  0.0425  -0.1125
O  -11.8405  33.2809  28.2378  -0.0666  0.0656  -0.0888
O  6.463  -14.8589  19.6392  0.0229  -0.0098  0.0761
O  17.8618  14.3727  20.6314  0.0019  -0.0119  -0.0011
O  -7.2602  18.3865  25.1667  -0.0096  0.0169  -0.0545
O  8.5394  2.5473  27.2001  0.0303  -0.0222  -0.1002
O  13.1712  18.1777  20.2787  -0.0405  -0.0324  0.0457
O  1.3397  10.9388  24.0196  0.0006  -0.0102  -0.0158
O  5.4741  4.8969  22.1031  -0.0004  0.0042  0.0345
O  2.5847  2.2383  17.5211  0.0048  -0.0403  0.0969
O  3.1835  -10.0097  22.3276  -0.0055  0.0125  -0.006
O  -6.3257  -3.6858  22.8205  0.008  -0.0062  -0.0242
O  12.162  -7.0204  28.2377  0.0132  -0.0317  -0.082
O  2.7443  -3.2666  27.4741  0.0379  -0.0319  -0.085
O  8.7747  -7.9244  17.5873  0.0285  0.0324  0.1005
O  9.4436  14.8962  19.8566  -0.0236  0.0348  0.0909
O  -23.758  -2.2732  27.2751  0.054  0.026  -0.134
O  14.5228  20.4814  23.6246  0.0261  -0.0129  -0.0223
O  -3.1026  -2.2668  24.9599  -0.0481  -0.0156  -0.0552
O  1.3441  6.646  16.6959  0.0226  -0.0021  0.0806
O  13.2344  12.0987  19.8522  0.0017  -0.0165  0.0568
O  4.1279  -12.7118  19.7725  0.01  0.0034  0.0443
O  0.5449  -18.5608  22.9126  0.0131  -0.0146  -0.0241
O  -4.0138  12.2494  16.8009  -0.0056  -0.0036  0.0862
O  -8.0898  -7.1412  24.1109  -0.006  -0.01  -0.0118
O  15.8661  5.1627  24.5894  0.0264  0.0073  0.0056
O  19.186  -10.7692  26.2352  -0.0302  -0.0241  -0.0392
O  28.5226  4.2677  28.0471  -0.0335  -0.0022  -0.0565

Results
free energy: -118374.931 eV
free energy less fixed offsets of O -570.45, Si -639.56 eV per atom: -2.451 eV

The program warned: the cutoff lies below the one the program advises for these potential files; the forces do not sum to zero within the program's tolerance; empty levels may hold ghost states of the PAW files; the exchange-correlation potential is rough where the density is thin.
